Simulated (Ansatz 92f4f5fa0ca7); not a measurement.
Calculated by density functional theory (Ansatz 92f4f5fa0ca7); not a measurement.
Periodic cell of 461 atoms, Si304O157, from a study of silicon, its oxide and their interface. The atomic structure is a simulated model.
Doubt: the cutoff is far below the 930 eV that the study's wrapper takes by default for these files, so forces and energies are approximate.
This geometry differs little from another in the collection (a relaxation step or a small displacement).

Settings
functional: PBE
potential files: Ansatz PAW
basis: plane waves
wave-function cutoff: 580 eV
density cutoff ratio: 5
exchange-correlation grid ratio: 1
k mesh: 1 x 1 x 1, Gamma-centred
self-consistency stop: 5e-08 eV per atom in the density residual
occupations: fixed
spin: none
net charge: 0

Cell vectors (angstrom)
a 15.4691 0 0
b 0 15.4691 0
c -6.848 -7.0335 34.4211

Atoms and the computed forces on them: element, x, y, z (angstrom), force x, y, z (eV/angstrom)
Si -12.989 -10.601 23.985 0.019 0.012 -0.004
Si -2.595 -3.216 25.488 -0.005 -0.01 -0.003
Si -4.475 -15.255 23.921 0.001 0.015 -0.022
Si -8.926 -10.964 24.189 0.001 0 -0.015
Si 1.399 -3.13 25.84 -0.008 -0.002 0
Si -0.975 -15.156 23.895 -0.003 0.002 -0.004
Si -2.439 -11.008 25.48 -0.022 -0.005 0.029
Si -10.2 -7.051 25.704 0.008 -0.007 0.027
Si -11.657 -3.096 25.805 0.027 0 0.001
Si -10.968 -10.947 25.4 0 0 0.001
Si -7.705 -7.033 25.701 0.002 -0.005 0.001
Si -6.652 -3.114 25.403 -0.002 0.004 0.007
Si -7.105 -14.845 25.456 0.007 -0.003 0.015
Si -2.35 -7.108 25.491 -0.018 0.006 -0.015
Si -4.569 -2.951 24.304 0 0.004 -0.005
Si -2.741 -14.872 25.479 -0.008 0.006 0.008
Si 0.959 -8.931 26.94 0.008 0.018 0.01
Si 0.932 -5.078 27.045 0 -0.012 0.006
Si -0.883 -2.887 23.812 -0.006 -0.001 -0.009
Si 1.401 -14.732 25.765 -0.024 0.003 0.021
Si -10.78 -5.054 26.899 -0.011 0.013 -0.005
Si -10.869 -12.806 26.896 0.004 0.005 0.009
Si -6.975 -10.919 25.496 -0.002 0.005 0.011
Si -6.967 -5.058 26.8 0.002 -0.013 0.016
Si -6.828 -1.261 26.864 0.001 0.008 -0.001
Si -6.976 -12.872 26.828 -0.002 -0.006 0.002
Si -6.872 -8.963 26.836 -0.004 0.01 0.006
Si -2.882 -5.166 26.79 -0.001 -0.003 0.014
Si -2.868 -1.296 26.879 0 -0.002 0.033
Si -2.923 -12.911 26.813 0.002 0.011 -0.002
Si -2.854 -9.03 26.795 -0.005 -0.003 0.006
Si 0.816 -6.95 25.633 0.014 0.003 0.022
Si 0.925 -1.18 27.052 0.009 0.008 0.01
Si 0.92 -12.785 26.982 0.001 -0.007 0
Si 0.734 -10.859 25.603 0.009 -0.008 0.009
Si -10.889 -1.181 26.957 -0.008 -0.013 0
Si -8.869 -12.848 28.23 -0.013 0 0
Si -10.677 -9.051 26.888 -0.004 0.003 0.002
Si -8.824 -5.001 28.264 0 0.003 0.006
Si -8.819 -1.232 28.194 -0.005 0 0.005
Si -11.61 -14.731 25.735 0.016 -0.004 0.022
Si -8.759 -9.047 28.285 -0.005 -0.003 -0.001
Si -4.922 -5.124 28.114 0.006 0.003 -0.002
Si -4.871 -1.258 28.214 0.014 -0.006 0.001
Si -4.945 -12.865 28.143 0.011 0.001 0.003
Si -4.863 -8.945 28.143 -0.005 0 0.005
Si -1.058 -5.112 28.305 -0.001 0.005 0
Si -1.04 -1.231 28.329 -0.017 0.005 0.001
Si -1.059 -12.856 28.277 0.001 -0.007 -0.001
Si -1.004 -8.977 28.284 0.002 -0.003 0.011
Si 2.852 -5.155 28.365 0.003 0 0.004
Si 2.798 -1.202 28.456 0.009 -0.002 0.003
Si 2.796 -12.766 28.379 0.004 0.003 0.004
Si 2.881 -8.96 28.278 0.004 -0.001 0
Si -8.792 -7.022 29.588 0.001 0.003 -0.003
Si -8.797 -3.115 29.646 -0.002 -0.004 -0.001
Si -8.801 0.689 29.601 0.004 -0.001 0.001
Si -8.79 -10.947 29.652 -0.002 0.004 -0.002
Si -4.902 -7.031 29.572 -0.002 0 0.001
Si -4.908 -3.203 29.576 -0.001 0.003 -0.002
Si -4.903 0.696 29.588 0.002 -0.003 0.002
Si -4.915 -10.904 29.55 0.001 -0.001 0.001
Si -1.047 -7.048 29.651 0 0.005 0.005
Si -1.048 -3.178 29.657 0.005 0 0.001
Si -1.043 0.706 29.661 0.006 -0.005 0.007
Si -1.042 -10.913 29.638 0.001 0 0.003
Si 2.828 -7.07 29.683 -0.008 -0.001 0.005
Si 2.825 -3.193 29.689 0.003 0 0.002
Si 2.814 0.755 29.71 -0.008 0.002 0.002
Si 2.821 -10.848 29.685 0 0.001 0.002
Si -6.848 -7.034 31.002 0.009 0.021 -0.484
Si -6.848 -3.166 31.002 0.116 0.039 -0.282
Si -6.848 0.701 31.002 -0.019 -0.02 -0.406
Si -6.848 -10.901 31.002 0.172 -0.129 -0.29
Si -2.981 -7.034 31.002 -0.116 0.026 -0.136
Si -2.981 -3.166 31.002 -0.158 -0.082 -0.095
Si -2.981 0.701 31.002 -0.085 0.071 -0.047
Si -2.981 -10.901 31.002 -0.156 -0.004 -0.303
Si 0.886 -7.034 31.002 -0.064 -0.116 0.192
Si 0.886 -3.166 31.002 -0.07 -0.135 0.272
Si 0.886 0.701 31.002 -0.167 0.13 0.428
Si 0.886 -10.901 31.002 -0.12 0.059 0.22
Si -10.715 -7.034 31.002 0.258 -0.074 0.095
Si -10.715 -3.166 31.002 0.077 0.079 0.334
Si -10.715 -14.768 31.002 0.206 0.038 0.218
Si -10.715 -10.901 31.002 0.072 0.031 0.279
Si 0.033 1.941 3.411 -0.005 -0.002 0.001
Si 0.018 5.807 3.418 -0.004 0.002 -0.002
Si 0.035 -5.811 3.415 -0.003 0 -0.002
Si 0.003 -1.932 3.399 0.001 0.002 0.005
Si 3.841 1.945 3.417 0.003 0 0.001
Si 3.866 5.802 3.431 0.001 -0.001 -0.001
Si 3.814 -5.81 3.408 0.005 0.002 0
Si 3.863 -1.939 3.396 0 0.002 0.006
Si 7.773 1.942 3.419 -0.005 -0.002 0.003
Si 7.733 5.802 3.426 -0.002 0 -0.001
Si 7.77 -5.81 3.412 -0.001 0.001 -0.002
Si 7.722 -1.928 3.404 -0.001 0.002 0.003
Si -3.915 1.948 3.413 0.007 -0.002 0.005
Si -3.848 5.8 3.425 -0.004 -0.001 -0.001
Si -3.874 -5.812 3.422 -0.001 0 -0.004
Si -3.87 -1.936 3.389 0.002 0.003 0.005
Si -1.945 1.975 4.674 -0.003 0.004 0.001
Si -1.901 5.881 4.787 0.003 -0.005 0.008
Si -1.908 -5.847 4.73 0.001 0.007 0.003
Si -1.937 -2.002 4.733 0.001 -0.001 0.003
Si 1.935 1.963 4.854 0.001 0.006 -0.006
Si 1.934 5.762 4.815 0.002 -0.005 -0.002
Si 1.92 -5.823 4.865 0.001 -0.009 0.003
Si 1.939 -1.89 4.756 0.001 -0.001 -0.004
Si 5.811 1.963 4.702 0.003 -0.001 0.005
Si 5.798 5.839 4.802 0.003 -0.004 0.006
Si 5.785 -5.821 4.67 0 0.004 0.003
Si 5.783 -1.983 4.76 0 0 0.004
Si 9.664 1.962 4.884 -0.002 -0.003 -0.001
Si 9.677 5.731 4.784 -0.003 -0.002 0
Si 9.686 -5.822 4.841 -0.002 0.003 0.007
Si 9.667 -1.849 4.74 0 -0.005 -0.002
Si -1.999 0.004 5.927 0.002 -0.004 -0.005
Si -1.908 3.911 6.031 -0.007 0.006 -0.002
Si -1.89 -7.663 6.234 -0.002 -0.004 0.008
Si -1.898 -3.973 6.101 -0.007 -0.002 -0.005
Si 1.951 0.006 6.188 -0.002 -0.001 -0.01
Si 1.939 3.882 6.286 -0.001 0 0.003
Si 1.896 -7.826 6.228 0 0.005 0.005
Si 1.931 -3.79 6.127 -0.001 0.005 0.002
Si 5.784 0.013 5.999 -0.006 -0.001 0.002
Si 5.814 3.869 6.098 -0.008 0 -0.008
Si 5.77 -7.64 6.131 0 0 0.009
Si 5.79 -3.98 6.084 -0.002 -0.002 -0.005
Si 9.659 0.011 6.242 -0.003 0 -0.008
Si 9.646 3.889 6.311 0.012 -0.001 -0.002
Si 9.701 -7.854 6.157 0.001 0.002 0.008
Si 9.684 -3.76 6.063 0.002 0.002 0.003
Si -0.126 -0.006 7.308 -0.001 -0.002 0.007
Si -0.094 3.904 7.554 0.006 0.005 -0.001
Si 0.011 -7.753 7.72 -0.005 -0.009 -0.005
Si 0.022 -3.906 7.519 0.004 -0.004 0.001
Si 3.954 0.041 7.489 0.004 0.006 0.007
Si 3.967 3.869 7.566 -0.001 -0.003 -0.01
Si 3.847 -7.721 7.559 0.002 0.004 -0.012
Si 3.862 -3.894 7.479 -0.001 -0.006 -0.003
Si 7.616 -0.024 7.474 0.002 0 -0.001
Si 7.619 3.873 7.651 0.001 -0.001 -0.001
Si 7.728 -7.743 7.46 0 -0.002 -0.014
Si 7.029 -1.988 8.66 -0.003 0.004 -0.004
Si -3.773 0.015 7.483 0.003 0.002 0.004
Si -3.739 3.954 7.499 0.003 -0.005 -0.008
Si -3.846 -7.743 7.587 0.001 -0.004 -0.005
Si -3.851 -3.84 7.409 0.002 0.007 -0.005
Si -0.696 1.869 8.603 0.001 0.007 -0.025
Si -0.669 5.746 8.993 -0.005 0.002 -0.01
Si 0.697 -5.761 8.922 -0.011 0.004 -0.002
Si 4.51 1.925 8.859 -0.003 -0.002 -0.004
Si 4.495 5.829 8.816 0.001 -0.002 0.006
Si 3.19 -5.781 8.797 0.022 0 0.009
Si 4.599 -1.93 8.613 0.008 -0.009 -0.001
Si 6.925 1.845 8.751 -0.001 0.001 -0.012
Si 6.969 5.895 8.802 -0.009 0 -0.021
Si 8.48 -5.798 8.594 0.009 -0.003 0.024
Si 7.749 -3.872 7.398 0.002 0.002 -0.006
Si -3.085 1.984 8.61 -0.011 -0.005 0.013
Si -3.166 5.826 8.902 0.001 0.005 -0.01
Si -4.524 -5.739 8.685 -0.01 0 0.019
Si -3.133 -1.937 8.662 -0.004 -0.004 -0.002
Si -0.669 -1.896 8.595 -0.011 0 -0.009
Si -6.848 -8.967 32.37 0.021 0.007 -0.045
Si -6.848 -5.1 32.37 -0.009 0.01 -0.032
Si -6.848 -1.233 32.37 0.096 -0.022 -0.014
Si -6.848 -12.834 32.37 0.098 0.022 -0.01
Si -2.981 -8.967 32.37 -0.11 0.005 -0.025
Si -2.981 -5.1 32.37 -0.021 0.019 -0.003
Si -2.981 -1.233 32.37 -0.103 -0.003 -0.017
Si -2.981 -12.834 32.37 -0.073 -0.016 -0.009
Si 0.886 -8.967 32.37 -0.073 -0.006 0.031
Si 0.886 -5.1 32.37 -0.012 0.034 0.023
Si 0.886 -1.233 32.37 0.026 0.019 0.007
Si 0.886 -12.834 32.37 -0.009 -0.033 0.038
Si -10.715 -8.967 32.37 0.097 -0.01 0.021
Si -10.715 -5.1 32.37 0.079 0.017 -0.004
Si -10.715 -16.701 32.37 -0.054 -0.025 0.019
Si -10.715 -12.834 32.37 0.033 -0.004 0.027
Si -4.914 -8.967 33.737 0.019 -0.012 -0.008
Si -4.914 -5.1 33.737 0.02 -0.002 0.001
Si -4.914 -1.233 33.737 0.006 0.036 -0.004
Si -4.914 -12.834 33.737 0.02 -0.021 0.009
Si -1.047 -8.967 33.737 0.042 0.009 0.023
Si -1.047 -5.1 33.737 -0.002 -0.034 -0.008
Si -1.047 -1.233 33.737 0.023 -0.014 -0.012
Si -1.047 -12.834 33.737 0.033 0.043 -0.006
Si -12.649 -8.967 33.737 0.004 -0.004 -0.001
Si -12.649 -5.1 33.737 -0.01 -0.011 0.017
Si -12.649 -16.701 33.737 0.007 0.008 0
Si -12.649 -12.834 33.737 -0.024 -0.016 0.006
Si -8.782 -8.967 33.737 -0.048 -0.002 0.017
Si -8.782 -5.1 33.737 -0.013 -0.028 -0.011
Si -8.782 -16.701 33.737 -0.032 -0.006 -0.005
Si -8.782 -12.834 33.737 -0.037 0.028 -0.003
Si 1.934 0 0.683 -0.022 -0.037 -0.017
Si 1.934 3.867 0.683 -0.015 0.086 -0.024
Si 1.934 7.734 0.683 -0.002 -0.043 -0.046
Si 1.934 -3.867 0.683 -0.013 -0.006 -0.046
Si 5.801 0 0.683 -0.023 0.114 0.008
Si 5.801 3.867 0.683 -0.007 -0.055 0.011
Si 5.801 7.734 0.683 -0.016 0.026 0.035
Si 5.801 -3.867 0.683 -0.036 -0.07 0.036
Si -5.801 0 0.683 0.005 -0.065 -0.016
Si -5.801 3.867 0.683 0.002 0.142 -0.031
Si -5.801 -7.734 0.683 -0.019 -0.04 -0.038
Si -5.801 -3.867 0.683 0.011 -0.032 -0.044
Si -1.934 0 0.683 0.028 0.117 0.006
Si -1.934 3.867 0.683 0.016 -0.073 0.009
Si -1.934 -7.734 0.683 0.023 -0.01 0.035
Si -1.934 -3.867 0.683 0.039 -0.025 0.036
Si 0 0 2.05 0.044 0.067 -0.066
Si 0 3.867 2.05 0.06 0.072 -0.038
Si 0 7.734 2.05 0.228 -0.024 -0.086
Si 0 -3.867 2.05 0.152 -0.08 -0.026
Si 3.867 0 2.05 -0.031 0.08 -0.02
Si 3.867 3.867 2.05 -0.066 0.089 -0.012
Si 3.867 7.734 2.05 -0.174 -0.093 -0.036
Si 3.867 -3.867 2.05 -0.196 -0.088 -0.095
Si 7.734 0 2.05 0.02 0.085 -0.044
Si 7.734 3.867 2.05 0.059 0.055 -0.009
Si 7.734 7.734 2.05 0.165 -0.064 -0.039
Si 7.734 -3.867 2.05 0.169 -0.031 -0.016
Si -3.867 0 2.05 -0.025 0.099 -0.059
Si -3.867 3.867 2.05 -0.044 0.091 -0.073
Si -3.867 -7.734 2.05 -0.148 -0.07 -0.017
Si -3.867 -3.867 2.05 -0.155 -0.135 -0.062
Si -8.733 -8.699 21.874 0.013 0.045 0.025
Si -8.322 -3.808 23.044 -0.008 0 0.011
Si -9.359 -13.406 17.853 -0.007 0 -0.003
Si -7.022 -6.633 23.524 0.007 -0.014 -0.041
Si -4.17 -7.673 22.961 0.002 0.012 0.018
Si -9.716 -15.392 23.578 0.003 -0.009 0.004
Si -8.863 -13.039 21.998 -0.001 -0.022 0.017
Si -4.608 -10.786 23.328 -0.004 0.017 -0.003
Si 2.57 -2.546 21.295 -0.005 -0.007 0.019
Si -12.387 -7.47 23.483 0.002 0.014 -0.005
Si 0.522 -2.461 11.35 0.027 -0.013 -0.012
Si 0.616 2.1 11.461 0.013 0.006 0.005
Si 0.352 5.282 11.184 -0.004 -0.002 0.009
Si -0.411 -5.348 11.03 0.011 0.005 0.013
Si 8.367 5.415 11.536 0.003 -0.012 0
Si 3.573 5.468 10.987 -0.001 0.002 0.005
Si 4.378 -5.656 10.834 -0.011 0.008 0.007
Si 3.613 -2.712 11.395 -0.027 0.02 0.008
Si 8.542 2.235 11.241 0.005 0.002 0.001
Si 3.783 2.278 11.141 -0.016 0.001 0.007
Si 7.519 -5.657 10.7 -0.001 0.003 -0.036
Si 8.041 -2.555 10.703 -0.007 0.014 -0.009
Si -3.433 -0.055 12.702 -0.009 -0.001 -0.005
Si -3.965 5.469 11.133 -0.009 0.002 0.005
Si -3.567 -5.389 10.823 -0.009 -0.009 -0.018
Si -4.237 -2.376 10.68 0.014 0.013 -0.011
Si 4.883 1.379 13.976 0.002 -0.006 -0.007
Si 7.275 5.036 14.405 0.004 0.003 -0.022
Si 4.884 3.783 15.677 -0.007 0.007 -0.003
Si 4.6 -1.6 14.188 0 -0.02 -0.026
Si 9.674 -6.191 12.755 0.009 0 -0.014
Si -0.033 -5.921 18.719 -0.009 -0.01 0.001
Si -5.212 -7.187 15.572 0.008 -0.004 -0.014
Si -3.917 2.312 10.749 -0.011 -0.009 -0.006
Si 4.198 -7.733 12.988 -0.009 -0.001 -0.011
Si 7.728 -1.994 13.649 -0.004 0.009 0.001
Si 8.018 2.003 14.247 0.012 -0.013 -0.016
Si -11.057 -6.855 20.843 -0.013 0 0.019
Si -9.108 -4.399 20.263 0.002 0.004 0.03
Si 0.351 -12.135 18.708 -0.006 0.001 0.005
Si 5.896 -6.186 14.897 -0.011 -0.003 -0.022
Si -5.16 -4.358 16.593 0.006 -0.008 -0.002
Si -3.941 -6.46 20.252 0.004 -0.005 0.021
Si 8.302 -4.109 14.312 -0.01 0.006 -0.013
Si -0.252 -6.433 13.843 0.007 -0.001 -0.014
Si -2.694 -9.015 16.013 -0.003 -0.007 -0.008
Si -1.762 -8.896 13.189 0.008 -0.003 0.002
Si -3.606 -1.672 16.897 -0.009 0.008 -0.009
Si 2.406 -10.241 17.161 -0.004 0 0
Si -8.346 -9.867 19.212 -0.006 0.004 0.005
Si -11.262 -3.025 18.585 -0.005 -0.003 -0.001
Si -4.397 -3.746 21.354 0.001 0 0.016
Si 0.424 -4.346 15.891 0.003 -0.005 -0.016
Si 2.647 -7.514 18.336 0.004 -0.007 -0.001
Si 2.615 -15.178 20.631 -0.002 0.001 0.013
Si -7.896 -8.167 16.589 0.004 0.005 -0.012
Si -0.567 -1.283 16.114 0.002 0 -0.013
Si -0.358 -0.234 13.306 0.012 -0.003 -0.021
Si 2.108 -7.947 15.398 -0.003 -0.005 -0.021
Si -2.284 -10.4 18.62 0.003 -0.005 -0.004
Si 1.084 -15.058 18.122 0 0.005 0.005
Si -11.43 -15.506 18.067 0.001 0.006 -0.003
Si 2.173 -12.187 21.17 -0.008 -0.002 0.013
Si -0.446 -3.592 20.901 -0.005 -0.006 0.015
Si -7.037 -12.626 19.447 0 -0.013 0.014
Si -6.26 -4.997 19.538 0.002 0.004 0.012
Si -5.534 -0.079 15.064 0 -0.004 -0.016
Si -2.698 -14.44 21.555 0.005 0.001 0.028
Si -4.189 -12.035 20.441 0.003 0.004 0.025
Si -1.749 -7.496 18.359 0.003 0.011 0.005
Si 3.569 -4.141 15.846 0 -0.001 -0.024
Si -10.627 -11.624 20.028 -0.008 -0.001 0.014
Si -2.677 -1.651 19.97 0.012 0.009 0.006
Si -10.925 -2.888 23.625 0.002 0.004 0.006
O -8.545 -3.428 21.466 -0.004 -0.01 -0.013
O -5.936 -14.612 24.303 -0.008 0.004 0.009
O -5.419 -6.693 23.267 -0.013 -0.021 0
O -7.813 -7.512 22.426 0.009 -0.015 0.025
O -4.055 -14.702 22.435 0.013 0.001 0.007
O -8.515 -12.406 23.46 -0.002 0.003 0.004
O -4.776 -11.493 21.872 0.003 -0.001 -0.008
O -3.005 -7.252 23.997 -0.025 -0.011 -0.011
O -0.746 -6.985 25.092 0 -0.004 -0.012
O 0.651 -3.191 24.34 0 -0.001 0.009
O -5.552 -6.419 19.951 -0.003 -0.002 0.002
O 0.563 -14.733 24.307 0.005 0.007 -0.001
O -3.176 -11.174 24.007 0 -0.001 -0.011
O -0.842 -10.929 25.052 0.003 0.001 -0.016
O 1.853 -6.792 24.34 -0.006 -0.001 0.004
O -10.944 -7.173 24.211 -0.009 0.002 -0.009
O -9.819 -4.11 23.621 0.004 0.002 -0.003
O -11.067 -14.67 24.159 0.008 0.007 -0.019
O 3.895 3.905 11.37 0.002 -0.002 0.003
O -0.186 1.582 10.152 0.007 -0.009 0.015
O -0.395 -9.387 12.421 -0.006 0.004 0.007
O 0.101 -1.589 10.041 0.007 -0.005 0.02
O 2.03 -3.07 11.245 0.013 0.03 -0.005
O 8.572 1.65 12.749 -0.002 0.004 0.016
O 5.945 -6.159 10.659 0.009 0.002 0.014
O 4.055 -1.743 10.17 -0.011 -0.014 0.036
O 7.379 1.556 10.337 0.005 -0.005 0.011
O -4.153 -1.229 11.837 0 0.001 0.002
O 7.537 -9.317 10.346 0.01 0.004 0.02
O -7.387 -11.134 18.866 0 0.005 -0.002
O 9.642 -2.592 10.317 -0.007 -0.002 0.017
O -1.978 -5.843 10.821 -0.004 0 0.01
O -7.384 -5.103 23.147 0.005 -0.02 -0.002
O -11.787 -4.104 17.479 0.005 0.005 0.012
O -12.214 -11.395 20.224 0 0 0.002
O -10.173 -5.483 20.865 0.003 0.002 -0.006
O -10.121 -14.778 17.405 -0.001 -0.002 0.005
O -10.125 -8.127 21.257 0.019 0.001 0.008
O -9.036 -9.763 23.063 0.002 0.011 -0.009
O -10.317 -12.862 19.043 0.01 -0.001 -0.004
O -3.736 -2.311 21.01 0 -0.006 0
O -2.197 -1.283 16.173 0.01 0.001 0.008
O -4.661 -1.396 23.767 0.004 -0.014 0.01
O -4.548 -3.899 22.959 0.004 -0.004 -0.002
O 2.009 -4.465 15.464 -0.004 0.001 0.012
O -1.404 -14.284 22.559 -0.01 0.001 0.001
O -4.696 -9.182 23.164 0.002 0.004 0.007
O -2.973 -13.086 20.704 -0.007 0.013 -0.009
O 2.69 -7.128 16.72 0.001 0.003 0.008
O -12.711 -9.074 23.409 -0.009 -0.019 0.01
O 0.794 -12.108 20.294 0.005 0 -0.001
O -12.036 -3.262 22.474 -0.01 0.002 -0.008
O 0.309 3.697 11.631 0.003 0.005 0.005
O 3.977 -2.683 15.227 0.005 0.002 0.006
O 0.293 -6.078 12.331 -0.007 -0.002 0.012
O -0.08 -0.295 14.908 -0.003 -0.007 0.024
O 7.646 5.722 12.967 -0.005 0 0.015
O 3.938 -1.904 12.742 -0.004 -0.019 -0.007
O 4.445 -4.109 11.376 0.003 -0.008 -0.001
O -5.5 1.928 10.528 0.008 0.005 0.008
O 1.719 -9.454 15.9 0.005 0 0.007
O 8.87 -1.129 14.428 0 -0.005 0.006
O 7.792 -1.633 12.039 0.008 -0.014 0.01
O 7.535 -4.066 11.139 0.003 -0.007 0.019
O -3.274 1.338 11.882 0.001 -0.007 0.002
O -3.648 -3.801 11.253 -0.004 0 0.013
O 4.626 1.561 12.362 0.003 0.002 0.004
O -5.761 -7.207 14.026 0 -0.003 0.019
O 1.378 -11.328 17.745 0.006 0.003 0.004
O -0.484 -3.743 11.407 0.001 -0.004 -0.002
O 2.122 -11.515 22.653 -0.004 0.001 0.008
O -6.459 -7.396 16.609 -0.01 -0.006 0.009
O 5.592 -7.203 13.648 0.007 0.007 0.013
O -4.013 -3.204 16.486 0.003 0.003 0.009
O -1.013 -1.279 23.46 -0.003 -0.012 0.003
O -3.368 -1.575 18.501 -0.003 0.001 -0.001
O -3.471 -4.962 20.746 -0.004 0.005 0
O 5.661 4.784 14.628 -0.004 -0.003 0.01
O 0.107 -16.178 17.479 -0.004 0.001 -0.004
O 4.161 2.595 14.811 0.002 -0.002 0.01
O 4.569 -5.301 15.265 0.004 -0.002 0.011
O -5.529 -9.59 11.471 -0.003 -0.002 0.003
O -1.135 -3.732 22.406 0.007 0.001 -0.005
O 0.788 -7.312 14.724 0.004 0 0.01
O -12.301 -2.917 19.827 0.011 0.001 -0.008
O -1.822 -7.812 16.735 -0.002 0.005 -0.002
O -9.8 -3.459 19.136 -0.005 0.001 -0.004
O -4.539 -5.746 15.97 -0.003 0.002 0.008
O 3.212 -8.031 14.23 0.001 0.003 0.009
O -7.854 -9.356 20.673 -0.001 0.001 -0.001
O 3.634 -6.57 11.98 0.002 -0.007 0.007
O -1.931 -0.538 13.053 0.001 0.007 0.003
O 2.654 -16.42 21.673 0.002 -0.006 0.001
O -1.305 -2.547 19.974 -0.006 0.002 -0.003
O -3.767 3.843 11.344 -0.003 0 0.013
O -10.085 -12.078 21.495 0.003 0.006 -0.004
O 8.95 -3.937 15.803 -0.008 0.007 0.004
O -7.635 -12.924 20.94 0.003 0.006 -0.009
O -0.31 -4.994 20.055 0.001 0.004 0.008
O -4.314 0.223 14.03 0.003 -0.003 0.004
O 2.574 -13.755 21.409 0.001 0.004 -0.002
O 6.491 1.424 14.301 -0.005 0 0.006
O -4.82 -16.127 16.425 0.01 -0.005 0.011
O 4.358 -9.098 12.113 0 0.004 0.004
O -4.383 -6.278 11.938 -0.002 0.002 0
O 0.107 1.228 12.745 -0.011 -0.016 0.021
O 7.072 -5.183 14.403 0.008 0.007 0.009
O 7.752 -9.425 15.577 0.003 0.005 0.02
O 8.387 -6.537 11.795 0.006 -0.005 0.014
O 6.395 -7.112 16.154 0.001 -0.006 0.014
O -11.521 -15.25 19.683 -0.002 0 -0.003
O -1.998 -9.607 14.651 -0.001 -0.001 0.011
O 8.263 3.825 11.254 0.005 0.005 0.003
O -5.864 -3.857 20.645 0 -0.003 -0.005
O 1.289 -15.413 19.704 0.001 -0.002 -0.006
O 8.071 3.611 14.508 0 0.002 0.007
O 0.475 -1.468 12.63 -0.008 0.011 0.012
O -8.533 -15.221 24.702 -0.006 -0.004 0.004
O -0.022 -2.792 15.895 -0.002 0.007 0.007
O -11.157 -1.61 17.808 0.002 -0.007 0.007
O 2.683 -9.15 18.354 0.001 0.007 0.006
O 2.212 1.832 11.266 0.005 0.005 -0.003
O -11.61 -7.008 19.307 -0.006 -0.003 -0.003
O 9.489 -4.669 13.319 -0.001 0.012 0.005
O -9.917 -10.314 19.379 0.006 0.004 0.002
O -3.618 -7.53 21.434 -0.005 0.01 0.008
O -1.608 -8.975 19.098 0.003 0.003 0.009
O -9.271 -14.613 22.204 -0.001 0.02 -0.005
O -5.413 -12.742 19.583 -0.004 0.001 -0.001
O 1.034 -3.021 21.233 0.002 0.003 0.005
O 9.041 1.283 15.313 0 0.008 0.008
O -12.27 -6.838 21.966 0.013 0.002 -0.014
O -1.617 -7.3 13.568 0.004 0.004 0.004
O -10.107 -1.482 23.261 -0.003 -0.002 0.004
O 6.221 -1.69 14.19 -0.004 -0.008 0.002
O -11.682 -10.932 16.613 0.001 0 0.006
O 2.589 -15.037 17.427 -0.003 -0.003 0.003
O -4.167 -8.416 15.674 -0.001 0 0.006
O -3.17 -6.851 18.88 0 -0.007 -0.002
O -0.488 -5.084 14.737 0.004 0.007 0.014
O 1.302 -6.842 18.967 0.014 -0.001 0.009
O -5.623 -4.522 18.132 -0.001 0.001 0
O -5.782 -11.208 24.365 0.002 0.003 -0.011
O 0.162 -4.984 17.378 0.006 0.008 0.001
O -3.037 -9.193 12.218 0.001 -0.001 0.002
O -8.252 -8.716 18.079 0.001 -0.002 0.002
O -7.813 -13.633 18.382 0.001 0 0.004
O -7.618 -2.73 24.059 -0.004 -0.008 -0.006
O -7.871 -5.176 19.527 -0.002 -0.001 0.001
O -2.842 -10.236 17.087 -0.002 0.001 0.008
O -9.409 -12.318 16.639 0.001 -0.003 0.009
O 4.248 -0.033 14.513 -0.001 0.009 0.009
O 0.33 -13.626 18.057 0 -0.007 0.002
O -3.537 -10.808 19.583 0 -0.005 0
O -1.153 -11.557 18.634 0 0.003 0.005
O -2.371 -15.614 20.484 -0.002 -0.017 -0.014
O 1.937 5.748 11.067 0.004 -0.001 0.012

Results
free energy: -282551.023 eV
free energy less fixed offsets of O -568.88, Si -635.61 eV per atom: -11.423 eV

The program warned: the cutoff lies below the one the program advises for these potential files; the forces do not sum to zero within the program's tolerance; the exchange-correlation potential is rough where the density is thin.
